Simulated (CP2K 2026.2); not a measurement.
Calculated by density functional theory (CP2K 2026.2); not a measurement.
Periodic cell of 504 atoms, Si360O144, from a study of silicon, its oxide and their interface. The atomic structure is a simulated model.
Doubt: the forces sum to 1.41 eV/angstrom along one axis rather than to zero, so they err by at least 0.0028 eV/angstrom per atom on average; the grid cutoff is modest.

Settings
functional: PBE
method: Gaussian and plane waves
basis set: DZVP-MOLOPT-SR-GTH
pseudopotentials: GTH-PBE
grid cutoff: 350 Ry, relative cutoff 50 Ry
k points: Gamma only
occupations: fixed
spin: none
net charge: 0

Cell vectors (angstrom)
a 16.32 0 0
b 0 16.32 0
c 1.5591 6.7192 33.775

Atoms and the computed forces on them: element, x, y, z (angstrom), force x, y, z (eV/angstrom)
Si 1.606 14.642 0.005 -0.035 0.277 0.77
Si 4.437 1.252 0.132 -0.301 0.011 0.669
Si 1.115 4.131 0.571 0.165 0.027 0.709
Si 4.298 6.392 0.069 -0.094 0.229 0.698
Si 2.711 16.317 33.748 0.27 -0.112 0.657
Si 3.861 12.481 0 0.156 -0.157 0.795
Si 6.657 15.362 0.072 -0.03 -0.26 0.719
Si 11.235 7.824 33.738 -0.091 0.338 0.714
Si 6.499 4.307 0.461 0.014 0.186 0.586
Si 10.896 13.824 33.695 0.128 -0.265 0.77
Si 7.089 9.256 0.028 -0.227 0.016 0.764
Si 11.101 18.833 33.669 -0.127 0.169 0.718
Si 11.882 15.214 0.185 0.029 -0.012 0.762
Si 16.375 8.29 33.739 0.072 -0.168 0.705
Si 12.621 3.811 0.096 -0.108 -0.059 0.759
Si 15.35 6.452 0.272 -0.262 0.13 0.729
Si 13.424 16.645 33.541 0.237 -0.19 0.754
Si 16.902 18.652 33.744 -0.173 0.036 0.791
Si 2.745 16.324 1.262 -0.009 0.005 -0.033
Si 5.359 2.74 1.693 0.003 -0.032 -0.027
Si 2.768 5.404 1.561 0.039 0.017 -0.024
Si 5.457 8.083 1.281 0.009 0.013 -0.047
Si 2.725 10.841 1.269 -0.017 0.005 -0.041
Si 5.468 13.661 1.257 -0.011 0.04 -0.052
Si 8.164 16.422 1.467 -0.006 0.021 -0.021
Si 10.911 2.683 1.265 -0.039 0.003 -0.049
Si 8.207 5.57 1.382 0.063 0.03 -0.024
Si 10.896 8.27 1.215 0.008 -0.002 -0.063
Si 8.162 10.871 1.34 0.002 -0.019 -0.047
Si 10.718 13.599 1.353 -0.013 -0.058 -0.007
Si 13.6 16.345 1.311 0 0.034 -0.052
Si 16.153 2.6 1.647 -0.033 -0.065 -0.023
Si 13.651 5.388 1.466 0.006 0.009 -0.053
Si 16.373 8.153 1.461 0.005 0.051 -0.019
Si 13.568 10.902 1.15 -0.012 -0.018 -0.04
Si 0.074 13.508 1.362 -0.008 0.019 -0.056
Si 1.372 1.257 2.757 0.029 0.005 -0.008
Si 4.002 4.059 2.991 -0.033 0.024 0.06
Si 1.426 6.841 2.837 -0.02 -0.029 0.028
Si 4.105 9.494 2.63 0.01 -0.011 -0.008
Si 1.403 12.168 2.738 0.03 0.002 0.017
Si 4.104 14.982 2.687 -0.007 -0.002 0.028
Si 6.847 1.415 2.878 0 0 0.061
Si 9.565 4.098 2.64 -0.003 -0.011 -0.023
Si 6.817 6.848 2.776 -0.011 -0.013 0.004
Si 9.56 9.554 2.701 -0.008 -0.021 0.018
Si 6.778 12.259 2.646 -0.018 0.011 -0.02
Si 9.444 14.953 2.774 -0.005 0.017 0.028
Si 12.24 1.36 2.727 0.014 0.025 0.002
Si 14.9 4.065 2.943 -0.009 0.027 0.031
Si 12.22 6.849 2.626 -0.01 -0.02 -0.016
Si 14.875 9.527 2.646 -0.002 0.021 0.022
Si 12.239 12.262 2.604 0.003 -0.007 0.018
Si 14.976 14.93 2.633 -0.011 -0.003 -0.016
Si 16.318 16.234 4.083 -0.018 0.026 -0.015
Si 2.633 2.648 4.206 -0.01 0.003 0.016
Si 16.346 5.455 4.16 0.012 -0.034 -0.002
Si 2.782 8.21 4.126 0.018 -0.012 -0.014
Si 16.281 10.854 4.046 -0.011 -0.002 -0.033
Si 2.753 13.587 4.061 0.002 0.004 -0.038
Si 5.447 16.308 4.12 -0.038 -0.001 -0.031
Si 8.236 2.793 4.125 0.021 -0.002 0.003
Si 5.474 5.462 4.165 0.041 -0.005 -0.046
Si 8.181 8.216 4.094 0.012 0.005 -0.014
Si 5.438 10.881 4.013 -0.004 -0.011 -0.004
Si 8.103 13.577 4.094 0.024 0.001 -0.004
Si 10.879 16.302 4.078 0.013 0.02 -0.013
Si 13.522 2.693 4.195 -0.032 0.015 0
Si 10.888 5.468 4.023 -0.017 0.014 -0.002
Si 13.571 8.164 4.044 0.032 0.008 0.009
Si 10.922 10.908 4.04 0.001 -0.003 -0.013
Si 13.595 13.601 4.007 -0.026 -0.015 0.002
Si 1.325 14.951 16.278 -0.003 -0.018 0
Si 4.081 17.697 16.28 0.022 0.015 -0.006
Si 1.357 4.096 16.323 0.021 -0.009 0.003
Si 4.053 6.809 16.313 -0.003 0.018 0.008
Si 1.341 9.504 16.34 0.005 0.009 -0.002
Si 4.056 12.244 16.285 -0.008 -0.01 -0.003
Si 6.787 14.952 16.283 0.006 -0.007 0.008
Si 9.556 17.706 16.319 -0.014 0.015 0.004
Si 6.81 4.077 16.303 0.002 0.002 0.004
Si 9.52 6.778 16.328 -0.003 -0.007 0.005
Si 6.779 9.496 16.288 -0.022 0.002 0.002
Si 9.548 12.249 16.288 0.016 0.006 -0.004
Si 12.244 14.963 16.325 -0.023 0.01 0.015
Si 14.942 17.702 16.342 -0.009 -0.006 0.016
Si 12.266 4.049 16.349 -0.022 -0.018 0.01
Si 14.991 6.799 16.343 0.024 0.004 0.018
Si 12.245 9.526 16.329 -0.013 0.009 0.003
Si 14.956 12.258 16.317 0.008 -0.004 0.005
Si 2.727 16.292 17.58 -0.009 0.012 -0.006
Si 5.43 19.061 17.649 -0.004 -0.04 0.019
Si 2.654 5.508 17.692 -0.032 -0.014 0.012
Si 5.429 8.139 17.674 0.012 0.028 0.04
Si 2.693 10.903 17.652 0.009 -0.002 0.037
Si 5.411 13.597 17.644 0.008 0.002 0.025
Si 8.147 16.343 17.594 0.015 0.007 0.016
Si 10.928 19.016 17.754 0.013 -0.025 0.026
Si 8.167 5.405 17.694 -0.008 0.008 0.002
Si 10.881 8.15 17.669 -0.007 0.008 0.017
Si 8.161 10.877 17.579 0.021 -0.017 -0.006
Si 10.902 13.589 17.684 -0.035 -0.015 0.025
Si 13.564 16.348 17.701 0.044 0.012 0.004
Si 16.343 19.042 17.691 -0.002 0.01 0.009
Si 13.686 5.374 17.679 0.001 -0.012 0.01
Si 16.319 8.157 17.755 0.012 0.007 0.007
Si 13.611 10.898 17.68 -0.012 0.003 0.003
Si 16.276 13.646 17.686 0.001 0.027 0.017
Si 1.387 17.605 18.953 -0.016 -0.031 -0.013
Si 4.064 4.158 18.957 0.027 0.015 -0.013
Si 1.302 6.792 19.191 0.023 -0.018 0.005
Si 4.037 9.514 18.992 -0.018 0.01 -0.041
Si 1.343 12.299 19.005 -0.013 -0.024 -0.031
Si 4.046 14.979 18.989 0.015 -0.009 -0.004
Si 6.768 17.644 18.978 -0.002 0.033 -0.039
Si 9.524 4.042 19.076 -0.039 0.024 -0.027
Si 6.805 6.772 19.044 -0.005 -0.017 -0.026
Si 9.472 9.538 18.973 -0.002 -0.012 -0.018
Si 6.804 12.21 18.931 -0.005 -0.014 -0.011
Si 9.506 15.005 18.942 0.012 0.018 -0.03
Si 12.282 17.659 19.183 -0.01 -0.002 0.004
Si 15.06 4.074 19.136 -0.017 0.004 0.016
Si 12.31 6.759 18.942 -0.001 -0.021 -0.023
Si 14.967 9.574 19.073 0.006 0.031 -0.016
Si 12.283 12.241 19.074 -0.007 0.02 0
Si 14.91 15.017 19.076 0.014 -0.012 -0.014
Si 16.379 16.307 20.407 -0.006 -0.017 0.049
Si 2.739 19.021 20.194 0 0.016 0.01
Si 16.311 5.418 20.673 0.005 0.013 0.1
Si 2.668 8.233 20.455 -0.005 0.069 0.054
Si 16.3 10.996 20.419 0.013 -0.022 0.042
Si 2.705 13.664 20.372 -0.025 -0.034 0.056
Si 5.375 16.313 20.365 0.045 0.029 0.047
Si 8.132 18.946 20.379 0.039 -0.007 0.066
Si 5.387 5.46 20.412 0.005 0.024 0.055
Si 8.161 8.173 20.376 -0.024 -0.011 0.015
Si 5.479 10.847 20.285 -0.016 -0.044 0.027
Si 8.088 13.655 20.219 -0.013 0.037 0.03
Si 10.808 16.277 20.453 -0.018 0.049 0.066
Si 13.819 18.954 20.522 0.014 -0.073 0.029
Si 10.977 5.43 20.322 0 -0.026 0.023
Si 13.597 8.143 20.33 -0.003 -0.007 0.063
Si 10.842 10.858 20.336 0.01 0.014 0.017
Si 13.578 13.668 20.49 -0.022 0.024 0.028
Si 1.177 14.778 21.793 0.15 0.062 -0.734
Si 4.267 17.974 21.597 -0.041 -0.211 -0.776
Si 1.357 20.048 21.733 -0.056 0.308 -0.669
Si 4.244 7.075 21.732 -0.096 -0.168 -0.763
Si 1.624 9.96 21.721 -0.326 -0.433 -0.796
Si 3.955 12.086 21.526 0.249 0.222 -0.8
Si 6.855 15.062 21.674 -0.22 -0.242 -0.739
Si 9.105 17.26 21.753 0.238 0.276 -0.819
Si 6.531 20.115 21.605 0.152 0.167 -0.814
Si 9.821 7.031 21.577 -0.045 -0.029 -0.737
Si 6.511 9.26 21.685 0.163 0.076 -0.811
Si 9.638 12.502 21.475 0.031 -0.155 -0.772
Si 11.867 14.67 21.803 0.201 0.191 -0.703
Si 15.448 17.822 21.935 -0.248 -0.067 -0.701
Si 12.235 20.226 21.612 0.228 0.275 -0.777
Si 14.91 6.991 21.911 0 -0.279 -0.745
Si 11.986 9.25 21.602 -0.01 0.096 -0.722
Si 15.211 12.595 21.785 -0.08 -0.12 -0.751
Si 11.988 6.185 26.626 0.099 0.018 -0.011
Si 9.818 9.773 32.085 0.004 -0.174 -0.044
Si 16.359 7.473 26.483 0.031 -0.065 -0.004
Si 10.228 10.796 27.903 0.013 0.124 -0.019
Si 5.397 11.678 28.777 0.155 -0.132 0.098
Si 3.634 14.689 25.965 0.055 -0.063 -0.037
Si 7.989 10.655 29.625 -0.128 0.2 0.087
Si 2.056 6.903 31.613 -0.211 0.088 0.089
Si 5.545 13.308 23.934 0.019 0.127 -0.092
Si 7.77 11.247 23.725 -0.154 0.031 -0.147
Si 6.681 6.402 27.763 -0.137 -0.085 0
Si 16.902 14.434 26.293 -0.02 0.035 0.051
Si 2.615 16.673 23.966 -0.04 -0.151 -0.153
Si 2.693 5.375 23.89 0.127 -0.072 -0.078
Si 1.923 6.04 28.51 0.121 -0.044 0.082
Si 7.298 20.35 29.432 0.015 -0.068 -0.076
Si 17.074 18.395 25.916 0.032 -0.067 -0.022
Si 16.301 21.283 25.016 -0.066 0.002 0.007
Si 15.142 12.532 27.686 0.162 0.011 -0.055
Si 2.92 11.242 30.221 -0.167 -0.088 0.156
Si 6.439 9.182 27.711 -0.026 0.05 -0.005
Si 13.585 5.3 24.031 -0.064 0.15 -0.033
Si 11.857 18.035 28.859 -0.138 -0.092 -0.08
Si 4.543 14.885 31.683 -0.04 -0.019 -0.004
Si 12.322 15.209 24.898 -0.017 -0.069 -0.139
Si 1.674 19.261 28.703 0.106 0.14 -0.072
Si 14.307 21.804 31.206 0.069 -0.009 0.022
Si 13.76 10.714 23.829 0.115 0.09 -0.152
Si 4.224 21.394 26.716 -0.079 0.148 -0.036
Si 15.869 19.37 30.891 0.047 -0.017 -0.017
Si 12.552 10.205 29.578 0.102 -0.044 0.051
Si 4.075 9.169 32.036 0.088 -0.017 0.164
Si 8.969 6.658 25.842 -0.029 0.031 -0.027
Si 16.032 14.912 29.086 0.015 0.047 -0.025
Si 9.519 20.56 31.474 0.12 -0.071 0.093
Si 6.717 17.223 31.762 -0.055 -0.05 0.075
Si 9.041 18.298 27.917 0.077 0.032 0.06
Si 8.55 4.98 23.607 -0.009 -0.13 -0.253
Si 16.377 10.663 29.729 0.008 0.045 0.06
Si 10.551 18.897 23.511 -0.037 -0.081 0.041
Si 8.651 9.427 25.768 -0.04 0.021 0.026
Si 16.31 8.937 23.894 -0.136 0.042 -0.035
Si 11.195 17.688 26.008 -0.025 0.038 0.069
Si 12.242 11.84 31.835 0.011 0.148 -0.014
Si 14.073 16.887 30.597 -0.046 -0.11 0.075
Si 14.447 8.256 30.386 -0.031 0.059 0.003
Si 6.643 16.931 28.76 -0.095 0.036 0.021
Si 15.157 16.485 24.866 0.025 0.004 -0.196
Si 11.868 21.032 29.486 -0.076 -0.028 -0.045
Si 17.149 13.094 31.157 -0.026 -0.063 0.071
Si 4.632 19.077 28.526 0.088 0.032 -0.01
Si 12.415 12.274 26.166 -0.079 0.072 -0.158
Si 5.059 14.473 28.648 -0.09 -0.072 0.092
Si 13.793 8.369 27.69 -0.152 -0.041 0.022
Si 1.366 14.907 5.446 0.016 -0.001 -0.004
Si 4.077 1.327 5.493 0.012 -0.007 -0.008
Si 1.326 4.064 5.529 0.007 0.004 0.02
Si 4.109 6.831 5.493 -0.008 0.004 -0.006
Si 1.346 9.533 5.436 -0.017 0.004 -0.007
Si 4.095 12.225 5.42 0.006 0.009 -0.008
Si 6.78 14.937 5.476 -0.016 -0.003 0.003
Si 9.55 1.367 5.455 -0.002 0.02 -0.023
Si 6.842 4.102 5.494 0.007 0.004 0.015
Si 9.527 6.809 5.419 -0.008 -0.023 -0.009
Si 6.805 9.563 5.428 -0.007 0.006 -0.002
Si 9.527 12.239 5.411 0.007 -0.004 -0.006
Si 12.25 14.943 5.416 0.015 0.001 -0.004
Si 14.959 1.314 5.448 0.024 -0.006 -0.017
Si 12.192 4.114 5.475 -0.01 0.003 0.002
Si 14.943 6.827 5.444 -0.017 -0.004 -0.019
Si 12.238 9.529 5.421 -0.002 -0.002 -0.004
Si 14.946 12.241 5.399 0.003 -0.003 -0.013
Si 2.708 16.283 6.823 0.002 0.006 -0.011
Si 5.453 2.716 6.814 0.003 0.004 -0.006
Si 2.733 5.444 6.824 -0.001 -0.031 -0.006
Si 5.467 8.198 6.821 0.009 -0.008 -0.002
Si 2.713 10.892 6.79 -0.011 0.019 -0.007
Si 5.431 13.573 6.82 0.007 0.001 0.006
Si 8.163 16.321 6.796 -0.003 -0.004 -0.014
Si 10.871 2.731 6.837 -0.015 0.02 0.001
Si 8.188 5.47 6.83 -0.004 -0.006 -0.003
Si 10.884 8.166 6.785 -0.004 0.005 0.005
Si 8.173 10.895 6.796 -0.007 0.003 0.004
Si 10.88 13.596 6.78 -0.002 -0.003 0.001
Si 13.6 16.289 6.805 -0.011 -0.004 -0.004
Si 16.281 2.69 6.841 0 0.042 0.004
Si 13.59 5.457 6.807 0.005 -0.015 -0.002
Si 16.316 8.17 6.803 0.011 -0.012 -0.007
Si 13.6 10.883 6.779 0.002 -0.003 0.002
Si 16.31 13.57 6.794 0.003 -0.003 0.009
Si 1.355 17.662 8.174 0.005 0 0.001
Si 4.094 4.08 8.172 0.011 0.016 0.002
Si 1.353 6.802 8.162 -0.01 -0.009 -0.004
Si 4.075 9.537 8.16 0 -0.005 -0.005
Si 1.356 12.235 8.164 -0.003 -0.009 0.007
Si 4.073 14.937 8.179 -0.016 -0.012 0.004
Si 6.806 17.672 8.17 -0.008 0.006 -0.001
Si 9.519 4.089 8.191 -0.015 -0.01 0.008
Si 6.816 6.824 8.176 0.014 -0.002 0.007
Si 9.523 9.519 8.152 -0.023 -0.006 -0.002
Si 6.811 12.236 8.17 0.005 0.008 0.005
Si 9.526 14.958 8.15 0.011 0.011 -0.003
Si 12.25 17.675 8.159 0.013 0.021 -0.004
Si 14.935 4.081 8.172 -0.002 -0.019 0.005
Si 12.236 6.815 8.165 -0.006 0 0
Si 14.957 9.532 8.155 0.004 0.017 0.004
Si 12.236 12.233 8.145 -0.003 -0.002 -0.002
Si 14.961 14.937 8.161 0.007 0.015 0
Si 16.312 16.305 9.526 -0.004 -0.002 0.01
Si 2.721 2.716 9.52 0.001 0.003 -0.003
Si 16.312 5.44 9.519 0.01 -0.009 -0.001
Si 2.718 8.164 9.514 -0.002 0.003 -0.001
Si 16.316 10.879 9.521 0.015 -0.006 0.003
Si 2.709 13.591 9.534 -0.001 0.015 0.002
Si 5.438 16.312 9.523 0.004 -0.002 -0.009
Si 8.156 2.721 9.531 -0.003 0.013 0.002
Si 5.452 5.449 9.522 -0.001 -0.006 0.003
Si 8.174 8.171 9.535 0.002 0.005 0
Si 5.442 10.881 9.525 0.004 0.01 0.003
Si 8.168 13.603 9.52 -0.015 -0.005 0.002
Si 10.883 16.319 9.512 -0.013 -0.001 -0.005
Si 13.591 2.718 9.532 -0.003 0.012 0.008
Si 10.887 5.449 9.533 0.003 -0.016 0.008
Si 13.6 8.17 9.52 0.002 -0.005 -0.001
Si 10.882 10.876 9.516 0.003 -0.001 -0.005
Si 13.593 13.586 9.515 -0.003 -0.006 0.003
Si 1.351 14.954 10.889 0.007 -0.004 0.007
Si 4.08 17.679 10.882 0.006 0 0.003
Si 1.357 4.081 10.874 -0.002 0.006 0.005
Si 4.081 6.806 10.872 0.003 -0.012 -0.003
Si 1.353 9.514 10.875 -0.002 0.007 0
Si 4.079 12.238 10.884 -0.01 -0.002 -0.001
Si 6.803 14.958 10.88 0.007 0.005 0.004
Si 9.527 17.681 10.876 -0.003 0.004 -0.002
Si 6.803 4.085 10.886 -0.001 -0.017 0.004
Si 9.528 6.805 10.894 -0.012 0.01 -0.003
Si 6.801 9.521 10.886 -0.003 -0.011 -0.001
Si 9.524 12.237 10.878 0 0.006 -0.003
Si 12.238 14.955 10.87 0.006 0.005 -0.004
Si 14.958 17.678 10.88 0.002 0.012 -0.002
Si 12.241 4.083 10.89 -0.005 -0.006 0.005
Si 14.956 6.804 10.88 -0.005 0.001 0
Si 12.239 9.52 10.886 -0.002 0.003 0.002
Si 14.955 12.236 10.88 0.007 -0.004 0.001
Si 2.708 16.327 12.238 -0.003 -0.002 0
Si 5.444 2.721 12.24 -0.007 0.021 0.003
Si 2.72 5.445 12.229 0.008 0.005 -0.006
Si 5.438 8.158 12.239 0.001 0.006 0.005
Si 2.711 10.874 12.229 0.005 -0.004 -0.003
Si 5.439 13.601 12.239 -0.001 0 0.003
Si 8.166 16.323 12.231 -0.001 0.003 -0.005
Si 10.883 2.718 12.241 -0.007 0.006 0.001
Si 8.165 5.441 12.246 0.008 -0.005 0.002
Si 10.891 8.156 12.257 -0.007 -0.007 0.001
Si 8.165 10.876 12.241 -0.014 0.004 -0.001
Si 10.882 13.6 12.236 -0.004 -0.003 -0.001
Si 13.596 16.315 12.229 -0.007 0 -0.004
Si 16.314 2.728 12.236 0.011 -0.012 0.003
Si 13.601 5.445 12.247 0.004 -0.012 -0.003
Si 16.315 8.161 12.242 0.008 -0.002 0.002
Si 13.602 10.877 12.243 0 0.003 -0.001
Si 16.309 13.596 12.244 -0.004 0.002 0.006
Si 1.348 17.692 13.599 -0.004 0.017 0.006
Si 4.079 4.087 13.589 -0.001 -0.019 -0.001
Si 1.364 6.803 13.593 0.002 -0.014 -0.005
Si 4.069 9.521 13.586 -0.01 0.01 0.001
Si 1.344 12.22 13.59 0.021 -0.003 -0.005
Si 4.068 14.963 13.587 -0.002 0.008 0.001
Si 6.817 17.685 13.593 0.009 -0.014 0.002
Si 9.537 4.087 13.6 -0.014 -0.005 -0.001
Si 6.791 6.792 13.599 -0.001 0.007 -0.001
Si 9.522 9.513 13.605 0.008 -0.004 -0.006
Si 6.801 12.235 13.593 0.007 -0.007 0.006
Si 9.523 14.965 13.592 -0.01 0.002 0.002
Si 12.241 17.671 13.593 0.007 0.005 -0.003
Si 14.958 4.086 13.605 -0.008 0.015 -0.006
Si 12.249 6.794 13.624 -0.005 0.006 0.005
Si 14.954 9.515 13.61 0.002 0.004 0.004
Si 12.247 12.245 13.594 -0.003 -0.005 -0.006
Si 14.952 14.968 13.596 0.001 0.005 0
Si 16.295 16.343 14.958 0.011 0.001 0.002
Si 2.711 19.06 14.947 0.003 0.01 -0.004
Si 16.327 5.449 14.956 0.005 -0.004 -0.002
Si 2.709 8.173 14.954 0.01 0.006 0.005
Si 16.31 10.872 14.973 0.003 -0.005 0.004
Si 2.695 13.595 14.928 -0.007 -0.008 0
Si 5.439 16.325 14.931 -0.008 0.007 0.007
Si 8.184 19.049 14.952 0.019 0.019 0.004
Si 5.426 5.439 14.965 -0.005 -0.02 0.002
Si 8.16 8.139 14.955 -0.004 0.004 0.008
Si 5.428 10.876 14.941 0 -0.002 0.002
Si 8.165 13.599 14.94 0.006 -0.001 0
Si 10.885 16.318 14.959 -0.001 0.001 0.002
Si 13.597 19.032 14.951 0.003 0.002 -0.001
Si 10.899 5.422 14.987 0.001 0 0.004
Si 13.61 8.153 14.986 -0.007 -0.01 0.002
Si 10.897 10.876 14.946 -0.01 0.008 -0.002
Si 13.598 13.61 14.956 -0.002 -0.008 -0.001
O 7.986 16.139 22.095 0.118 -0.055 0.622
O 3.231 9.885 33.182 -0.042 -0.012 -0.062
O 15.164 8.473 26.879 0.208 0.603 -0.416
O 7.221 20.69 22.96 -0.244 0.193 0.491
O 16.97 18.822 29.859 -0.003 -0.445 0.082
O 5.414 8.14 22.182 0.145 0.075 0.513
O 2.864 10.969 21.91 0.136 0.004 0.212
O 10.773 13.491 22.113 0.254 -0.017 0.515
O 11.902 21.684 28.011 0.085 -0.094 0.05
O 1.413 18.337 27.392 0.28 -0.301 0.009
O 9.748 20.252 23.773 0.253 0.197 0.27
O 8.238 19.669 28.273 0.16 0.171 -0.221
O 1.662 10.407 29.626 0.049 -0.529 -0.181
O 16.6 18.94 22.319 -0.093 0.109 0.172
O 12.595 20.775 23.104 -0.086 -0.205 0.391
O 1.15 5.765 24.224 -0.367 0.362 -0.04
O 12.77 9.924 22.842 0.086 -0.131 0.319
O 1.836 15.535 23.089 -0.014 0.105 0.154
O 7.113 9.336 26.259 -0.416 -0.095 -0.393
O 11.673 13.272 32.344 0.317 0.2 -0.474
O 6.991 11.993 33.42 -0.051 0.099 -0.229
O 9.744 14.892 33.221 0.014 0.025 -0.462
O 12.287 15.226 23.278 0.28 0.398 0.139
O 5.757 19.817 29.432 -0.065 0.023 0.571
O 6.232 14.51 23.082 0.125 0.349 0.169
O 5.554 8.822 32.571 0.433 0.224 -0.39
O 12.274 17.78 33.2 -0.055 0.067 -0.375
O 1.613 17.447 33.287 -0.016 -0.124 -0.5
O 15.284 9.448 33.262 0.163 -0.188 -0.321
O 12.669 11.686 30.26 0.323 0.543 -0.454
O 10.43 21.099 30.242 -0.299 0.26 -0.31
O 11.598 18.568 24.702 0.468 0.295 0.004
O 10.51 8.319 32.333 -0.151 -0.492 -0.429
O 8.068 16.778 32.509 0.103 0.016 -0.318
O 10.225 17.952 28.997 -0.117 -0.218 0.512
O 16.147 11.86 30.798 -0.618 -0.074 0.417
O 3.413 5.946 27.841 0.238 0.54 0.31
O 16.971 19.966 25.604 0.513 0.086 -0.103
O 4.299 19.833 27.134 0.034 -0.274 -0.64
O 2.126 14.085 25.97 -0.011 -0.349 -0.05
O 4.025 10.225 30.833 0.513 -0.053 -0.446
O 9.118 21.709 32.538 0.343 0.143 -0.276
O 15.005 20.842 24.154 0.066 -0.319 -0.287
O 4.48 12.617 22.956 -0.409 0.159 0.342
O 4.751 13.752 25.264 0.021 -0.055 0.166
O 1.131 9.881 23.278 0.384 0.433 0.538
O 16.474 19.408 32.38 -0.056 0.449 -0.085
O 3.187 18.995 29.261 0.038 -0.136 0.563
O 9.723 9.601 26.951 0.482 -0.332 -0.071
O 16.239 15.288 25.085 0.094 -0.302 -0.448
O 15.08 17.017 23.321 -0.054 -0.037 0.015
O 12.159 13.712 25.475 -0.343 0.017 0.125
O 17.22 7.727 32.434 -0.008 0.001 -0.458
O 16.111 13.034 26.484 -0.019 -0.514 -0.221
O 5.668 16.017 31.853 -0.045 0.056 -0.073
O 6.588 11.451 29.9 -0.139 0.428 0.38
O 7.047 17.51 30.217 0.306 0.204 0.026
O 10.335 19.424 32.329 -0.094 0.069 -0.151
O 5.406 19.037 22.093 0.028 -0.089 0.549
O 1.645 11.959 33.748 -0.012 0.138 -0.178
O 13.906 6.64 23.174 -0.315 0.442 0.035
O 8.788 10.724 24.846 0.604 0.2 -0.139
O 9.762 18.308 26.468 -0.33 0.217 -0.376
O 6.083 18.537 32.443 0.129 0.053 -0.56
O 15.604 17.71 25.839 -0.369 0.324 0.383
O 1.781 6.512 30.061 -0.053 -0.159 -0.056
O 4.046 14.984 27.5 -0.145 0.44 0.245
O 12.321 19.498 29.331 0.403 0.121 -0.063
O 8.833 10.128 30.874 -0.168 0.018 0.097
O 9.525 17.676 23.284 -0.313 -0.363 0.645
O 2.376 21.875 32.445 -0.393 -0.352 -0.38
O 2.466 20.416 22.907 0.416 -0.251 -0.007
O 7.091 6.867 33.39 -0.073 0.057 -0.454
O 16.622 13.732 32.541 -0.249 0.394 -0.293
O 3.516 5.126 25.261 0.245 -0.256 -0.066
O 8.131 6.843 27.199 0.363 0.385 0.199
O 12.67 16.966 29.766 -0.162 -0.33 0.018
O 14.748 7.047 31.407 0.143 0.037 0.346
O 7.925 17.146 27.822 0.01 -0.35 -0.449
O 3.495 6.513 23.075 0.039 0.298 0.263
O 15.677 9.292 30.209 0.29 -0.048 0.294
O 3.524 17.503 22.949 0.032 -0.114 0.52
O 6.684 12.249 24.36 -0.034 -0.072 0.566
O 11.03 10.822 32.119 -0.165 -0.067 0.074
O 13.888 16.149 32.042 0.161 -0.492 -0.234
O 6.374 15.373 28.817 0.398 -0.297 -0.025
O 8.179 5.499 25.07 -0.317 -0.217 0.412
O 12.916 21.792 30.422 -0.246 0.24 -0.044
O 16.752 15.297 27.679 0.184 0.324 0.255
O 17.428 7.156 27.648 0.098 0.37 0.127
O 10.495 6.254 26.073 -0.09 -0.157 -0.038
O 7.569 9.311 28.85 0.158 -0.538 0.338
O 12.348 6.688 33.344 -0.102 0.052 -0.267
O 13.729 15.894 25.317 0.182 0.275 0.542
O 5.286 17.633 28.214 -0.204 -0.348 -0.471
O 13.092 9.127 30.688 -0.389 -0.031 0.457
O 5.378 10.385 27.818 -0.599 -0.089 -0.384
O 16.366 13.671 22.281 -0.053 0.124 0.474
O 12.197 17.838 27.276 0.801 -0.049 -0.155
O 12.81 11.188 25.038 -0.354 -0.289 0.13
O 3.587 16.031 25.076 0.502 0.423 0.155
O 11.156 16.132 25.552 -0.584 -0.257 0.24
O 5.077 13.579 32.487 -0.225 -0.166 -0.175
O 11.023 10.054 29.115 -0.129 -0.492 0.459
O 10.89 8.146 22.152 -0.108 -0.03 0.213
O 14.167 7.481 28.989 0.13 -0.774 -0.169
O 4.305 20.294 33.271 0.105 0.101 -0.445
O 3.217 15.489 32.414 -0.429 -0.317 -0.217
O 13.377 9.849 28.218 0.066 0.576 -0.537
O 9.084 6.257 22.789 -0.176 -0.018 0.299
O 12.593 7.669 26.884 -0.212 0.284 -0.293
O 15.006 13.703 28.789 -0.431 0.154 0.394
O 3.39 7.796 31.59 0.543 -0.057 -0.409
O 8.841 9.93 33.339 0.063 -0.211 0.276
O 4.334 14.513 30.119 -0.3 -0.23 0.042
O 14.105 21.177 32.676 0.028 -0.359 -0.028
O 14.954 9.727 24.296 0.039 -0.084 0.582
O 8.095 20.104 30.824 -0.313 -0.385 0.229
O 12.905 5.508 25.473 0.119 -0.363 0.42
O 13.554 11.424 32.665 0.435 0.386 -0.114
O 8.981 8.048 25.01 0.05 -0.158 -0.756
O 5.729 13.098 28.112 0.217 -0.111 -0.357
O 7.052 9.973 23.039 -0.103 -0.265 0.495
O 3.834 11.943 29.115 -0.37 0.219 -0.201
O 14.59 18.391 30.866 -0.193 0.214 0.19
O 1.386 20.831 28.381 -0.271 0.144 -0.311
O 15.203 16.124 29.732 0.37 0.045 -0.26
O 5.771 5.555 26.722 0.172 -0.06 -0.496
O 15.422 20.881 30.488 0.393 0.04 -0.536
O 16.016 7.947 22.634 0.257 0.037 -0.206
O 14.454 11.992 23.106 -0.095 0.227 0.475
O 5.791 7.74 27.986 -0.499 -0.031 0.115
O 1.634 17.666 24.775 0.075 0.294 -0.253
O 17.147 14.31 30.092 0.391 0.251 -0.151
O 13.657 12.336 27.164 -0.031 -0.058 0.441
O 7.067 21.921 29.113 -0.1 0.428 0.534
O 15.74 6.019 26.104 -0.44 0.041 0.085
O 15.792 11.19 28.318 -0.058 -0.363 -0.381
O 16.964 8.22 25.185 0.623 0.195 -0.179
O 8.697 12.001 22.678 -0.051 0 0.338
O 11.125 11.826 27.04 -0.317 0.41 -0.248
O 11.235 18.996 22.045 -0.326 -0.322 -0.499
O 2.321 12.423 31.164 0.222 0.044 0.228
O 8.96 11.522 28.628 0.058 0.681 -0.097

Results
total energy: -101651.824 eV
total energy less fixed offsets of O -438.35, Si -107.03 eV per atom: 1.376 eV
